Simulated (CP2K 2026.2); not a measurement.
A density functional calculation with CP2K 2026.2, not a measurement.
Periodic cell of 432 atoms, Si324O108, from a study of silicon, its oxide and their interface. The atomic structure is a simulated model.
Doubt: the forces sum to 3.36 eV/angstrom along one axis rather than to zero, so they err by at least 0.0078 eV/angstrom per atom on average; the grid cutoff is modest.

Settings
functional: PBE
method: Gaussian and plane waves
basis set: DZVP-MOLOPT-SR-GTH
pseudopotentials: GTH-PBE
grid cutoff: 300 Ry, relative cutoff 40 Ry
k points: Gamma only
occupations: fixed
spin: none
net charge: 0

Cell vectors (angstrom)
a 16.32 0 0
b 0 16.32 0
c -7.109 3.3036 29.5639

Atoms and the computed forces on them: element, x, y, z (angstrom), force x, y, z (eV/angstrom)
Si 1.079 -1.137 -0.088 0.189 -0.079 0.716
Si 4.371 1.034 0.126 -0.069 0.127 0.728
Si 0.965 4.303 0.129 0.137 -0.082 0.736
Si 3.432 7.061 -0.132 0.535 -0.269 0.654
Si 1.512 -6.811 0.301 -0.252 0.03 0.708
Si 4.349 -4.284 0.153 -0.052 0.054 0.734
Si 6.65 -1.131 0.047 0.124 -0.186 0.736
Si 9.327 1.623 0.057 0.169 -0.142 0.766
Si 7.187 3.888 0.145 -0.205 -0.006 0.755
Si 9.859 6.542 0.132 -0.164 0.141 0.725
Si 6.421 9.687 -0.16 0.276 -0.171 0.716
Si -6.566 -4.294 -0.059 -0.217 0.115 0.788
Si -3.744 -1.534 0.207 -0.153 -0.058 0.756
Si -1.102 1.159 -0.085 -0.2 0.1 0.712
Si -4.259 4.345 0.277 0.039 -0.148 0.729
Si -1.24 6.525 0.123 -0.059 0.252 0.686
Si -4.416 -6.568 0.072 0.212 -0.043 0.748
Si -1.626 -3.78 -0.063 0.161 -0.231 0.747
Si 2.703 -0.077 1.318 -0.031 0.007 -0.049
Si 5.493 2.724 1.328 0.027 -0.001 -0.073
Si 2.592 5.453 1.353 -0.002 -0.012 -0.077
Si 5.321 8.05 1.123 -0.06 -0.024 -0.058
Si 2.79 -5.362 1.537 0.006 -0.013 -0.019
Si 5.535 -2.723 1.396 0.001 0.025 -0.034
Si 8.181 0.044 1.366 -0.006 0.014 -0.041
Si -5.441 2.721 1.442 -0.005 -0.008 -0.037
Si 8.272 5.436 1.47 0.005 0.01 -0.065
Si -5.458 8.184 1.455 0.017 0.008 -0.057
Si 8.109 10.823 1.172 -0.005 -0.003 -0.046
Si -5.429 -2.736 1.323 0.002 -0.012 -0.05
Si -2.569 0.024 1.436 0.008 -0.002 -0.05
Si -0.074 2.677 1.401 -0.014 -0.032 -0.049
Si -2.716 5.467 1.578 0.017 -0.006 -0.022
Si -0.076 8.17 1.378 -0.022 -0.023 -0.025
Si -2.756 -5.396 1.268 0.008 0.003 -0.056
Si -0.025 -2.687 1.3 -0.016 0.012 -0.049
Si 1.396 1.354 2.694 0.003 -0.009 0.022
Si 4.074 4.102 2.631 -0.02 -0.015 0.001
Si 1.288 6.812 2.767 0.002 -0.006 0.02
Si 4.125 9.436 2.709 0.022 -0.042 0.024
Si 1.338 -4.002 2.732 -0.005 0.017 0.01
Si 4.06 -1.417 2.711 0.021 0.015 0.012
Si 6.814 1.381 2.757 0.003 0.008 0.033
Si 9.571 4.075 2.855 -0.001 -0.014 0.038
Si 6.746 6.811 2.606 -0.007 0.047 0.01
Si 9.414 9.525 2.69 -0.001 0.03 0.026
Si 6.884 12.201 2.684 0.026 -0.023 0.012
Si -6.78 -1.361 2.676 0.004 -0.007 0
Si -4.041 1.344 2.726 0.008 -0.003 0.008
Si -1.397 4.007 2.828 0.011 0.006 0.029
Si -4.064 6.886 2.841 -0.01 0.004 0.019
Si -1.421 -6.754 2.684 -0.017 0.015 0.019
Si -4.085 -4.079 2.717 0.006 0.021 0.034
Si -1.276 -1.355 2.795 -0.008 -0.025 0.03
Si 0.074 0.009 4.122 -0.016 0.008 -0.018
Si 2.741 2.739 4.037 -0.003 -0.004 0
Si -0.019 5.414 4.124 -0.005 0.007 -0.003
Si 2.713 8.148 4.087 -0.005 0.01 -0.012
Si -0.02 -5.417 4.043 -0.01 0.002 0
Si 2.714 -2.712 4.12 -0.001 0.008 0.013
Si 5.422 -0.011 4.055 0.002 0.015 -0.012
Si 8.163 2.719 4.144 -0.006 -0.006 0.001
Si 5.426 5.45 4.016 0.012 -0.004 0
Si 8.082 8.157 4.043 0.002 -0.007 0.015
Si 5.486 10.842 4.04 -0.009 -0.007 -0.016
Si 8.197 -2.73 4.055 -0.01 -0.012 0.004
Si -5.422 -0.019 4.06 -0.004 0.007 -0.01
Si -2.754 2.684 4.165 0.014 -0.012 0.001
Si -5.406 5.47 4.164 -0.004 -0.008 -0.007
Si -2.708 8.239 4.147 0.01 -0.009 0.009
Si -5.481 -5.443 4.047 0.005 -0.016 -0.034
Si -2.715 -2.718 4.086 0.007 0.019 -0.018
Si 1.418 -1.395 16.333 -0.021 0.004 0.022
Si 4.136 1.351 16.394 -0.015 0.005 0.005
Si 1.342 4.016 16.27 -0.008 0.02 0.01
Si 4.084 6.77 16.195 -0.007 -0.007 -0.009
Si 1.342 -6.79 16.272 -0.008 0.001 0.011
Si 4.07 -4.069 16.324 -0.004 0.013 0.007
Si 6.785 -1.31 16.406 0.03 -0.006 0.022
Si -6.85 1.375 16.428 0.007 -0.007 0.029
Si 6.817 4.045 16.411 -0.005 0.023 0.001
Si -6.82 6.772 16.304 0.006 -0.001 0.002
Si 6.839 9.576 16.288 -0.003 -0.006 0.014
Si -6.776 -4.003 16.357 0.011 0.004 0.002
Si -4.122 -1.358 16.409 0.005 -0.022 -0.004
Si -1.389 1.275 16.264 0.005 0.011 -0.018
Si -4.094 4.112 16.274 -0.005 -0.002 0.009
Si -1.321 6.841 16.213 -0.004 -0.01 -0.017
Si -4.095 9.543 16.286 0.02 -0.011 0.022
Si -1.34 -4.076 16.264 0.002 -0.007 0.004
Si 2.781 -0.041 17.723 0.014 0.008 -0.021
Si 5.475 2.693 17.834 0.002 -0.025 -0.004
Si 2.706 5.434 17.541 0.008 0.006 -0.048
Si 5.478 8.113 17.503 0 -0.016 -0.054
Si 2.689 -5.446 17.642 0.003 0.014 -0.006
Si 5.418 -2.72 17.711 -0.007 -0.009 -0.012
Si 8.064 0.064 17.87 -0.014 0.049 -0.012
Si -5.444 2.801 17.688 -0.025 0.008 -0.034
Si 8.188 5.429 17.75 0.015 0 -0.01
Si -5.457 8.147 17.611 0.02 0.007 -0.025
Si 8.169 10.981 17.681 -0.014 0.002 -0.025
Si -5.494 -2.666 17.845 -0.016 0.001 0.009
Si -2.707 -0.022 17.723 -0.009 0.007 0.001
Si -0.009 2.577 17.591 0.021 -0.004 -0.022
Si -2.654 5.477 17.529 0 -0.001 -0.036
Si -0.033 -8.12 17.63 -0.009 -0.01 -0.02
Si -2.753 -5.364 17.613 -0.001 0.011 -0.031
Si 0.098 -2.833 17.651 0.028 -0.031 -0.021
Si 1.341 1.258 19.033 -0.02 -0.012 0.028
Si 4.017 4.117 18.981 -0.026 0.011 0.042
Si 1.344 6.791 18.886 0 0 0.065
Si 4.102 -6.87 18.797 0.013 0.009 0.051
Si 1.408 -4.183 19.165 -0.012 0.013 0.02
Si 4.093 -1.416 19.148 -0.004 0.005 0.038
Si 6.739 1.401 19.422 0.025 -0.024 0.036
Si -6.749 4.141 19.181 0.001 -0.022 0.052
Si 6.767 6.825 18.985 0 0 0.092
Si -6.81 9.54 18.946 0.02 -0.017 0.038
Si 6.785 -4.012 19.103 0.009 -0.002 0.029
Si 9.409 -1.308 19.245 0.003 -0.009 0.027
Si -4.074 1.425 19.01 -0.002 0 0.053
Si -1.375 4.001 18.822 -0.021 0.006 0.03
Si -3.962 6.854 18.887 0.002 0.032 0.03
Si -1.375 -6.692 18.95 0.024 0.015 0.058
Si -4.071 -4.075 19.113 0.018 0.003 0.023
Si -1.3 -1.493 18.941 -0.023 -0.014 0.043
Si 0.295 -0.481 20.273 -0.013 0.205 -0.73
Si 2.429 2.948 20.239 0.156 -0.196 -0.723
Si 0.201 5.133 20.055 -0.01 0.13 -0.712
Si 2.919 7.965 20.132 -0.146 0.076 -0.79
Si -0.244 -5.288 20.463 0.234 -0.128 -0.724
Si 2.613 -2.654 20.518 0.179 -0.239 -0.616
Si 5.453 -0.262 20.691 -0.044 0.263 -0.673
Si 8.471 2.597 20.631 -0.267 0.179 -0.745
Si 5.102 5.758 20.248 0.143 -0.142 -0.806
Si 7.872 8.483 20.224 0.064 -0.201 -0.784
Si 5.588 -5.722 20.153 -0.054 0.194 -0.749
Si 7.775 -2.438 20.609 0.152 -0.037 -0.74
Si -5.656 0.36 20.35 -0.047 -0.175 -0.729
Si -2.896 2.995 20.302 0.097 -0.141 -0.675
Si -4.998 5.326 20.268 -0.25 -0.011 -0.666
Si -2.952 -7.8 20.221 0.005 -0.132 -0.747
Si -5.272 -5.695 20.327 -0.051 0.171 -0.672
Si -2.38 -2.995 20.369 -0.216 0.022 -0.742
Si 3.256 -4.826 -4.194 -0.024 -0.014 0.09
Si 4.925 6.56 -4.237 0.132 -0.005 0.016
Si -2.573 -7.98 -1.914 -0.035 -0.013 0.071
Si -6.444 -0.939 -4.236 -0.142 -0.037 -0.005
Si -2.193 7.907 23.119 -0.052 -0.017 -0.133
Si 4.227 2.141 -2.618 -0.137 0.029 0.069
Si -0.462 5.515 22.909 -0.029 -0.028 -0.099
Si 2.357 5.117 24.157 -0.005 0.011 0.086
Si 2.27 6.612 -3.026 0.023 0.032 0.226
Si -4.237 -1.521 22.322 0.062 -0.063 -0.075
Si 7.9 4.287 23.32 0.035 -0.019 -0.078
Si 0.19 0.335 23.055 0.043 0.08 -0.04
Si 1.107 1.247 -4.515 0.018 0.106 0.005
Si -1.726 2.686 23.182 0.006 -0.024 -0.127
Si -7.73 7.375 23.063 -0.084 -0.09 -0.032
Si -5.021 6.586 23.118 0.074 -0.053 -0.192
Si 6.964 -7.589 -3.192 -0.027 -0.038 0.263
Si -3.003 4.495 -4.747 -0.105 -0.01 0.143
Si 8.123 -2.734 -2.283 0.082 0.047 0.089
Si 2.841 -2.675 -2.168 -0.139 0.03 0.084
Si -4.993 0.427 -1.985 -0.05 0.134 0.221
Si -0.358 -5.758 -1.896 -0.014 0.144 0.043
Si -6.471 -3.777 22.464 -0.077 -0.042 -0.067
Si -7.514 4.557 -4.386 0.09 0.111 -0.162
Si 3.244 1.105 22.61 0.05 -0.155 -0.221
Si -2.934 2.726 -2.105 0.102 -0.089 0.09
Si 6.423 -4.696 -4.027 -0.05 0.108 -0.022
Si -6.776 7.072 -2.875 -0.101 -0.015 0.139
Si -4.101 7.498 -4.312 0.018 -0.1 -0.14
Si 5.272 5.306 23.239 0.041 -0.014 -0.051
Si 3.848 -4.612 22.6 -0.074 0.169 -0.091
Si 1.585 -6.719 22.533 -0.051 0.036 -0.103
Si 6.276 4.306 -2.61 0.003 0.132 0.103
Si 3.568 -0.393 -3.978 -0.079 -0.003 -0.062
Si 1.678 3.651 -2.805 -0.053 0.037 0.061
Si 1.173 -7.052 -4.039 0.024 -0.046 0.061
Si 1.394 -1.347 5.494 0.012 0.019 0.022
Si 4.083 1.369 5.417 0.003 0.001 0.006
Si 1.379 4.068 5.443 -0.001 -0.007 0.002
Si 4.079 6.785 5.427 -0.001 -0.001 0
Si 1.352 9.539 5.413 -0.004 -0.014 0.01
Si 4.098 12.204 5.403 -0.008 -0.024 0.001
Si 6.8 -1.377 5.401 -0.001 -0.009 0.002
Si 9.538 1.337 5.447 0.018 0.005 0.002
Si 6.777 4.105 5.43 -0.01 0.008 0.014
Si 9.477 6.822 5.43 -0.011 0.016 0.008
Si 6.798 9.517 5.455 -0.005 -0.002 0.009
Si 9.534 -4.073 5.44 0.01 0.01 0.007
Si -4.073 -1.362 5.443 0 -0.015 0.01
Si -1.34 1.337 5.468 -0.004 -0.007 0.009
Si -4.073 4.084 5.508 -0.011 0.009 0.015
Si -1.362 6.813 5.461 -0.001 -0.005 0.011
Si -4.121 -6.764 5.46 -0.007 0.019 0.009
Si -1.365 -4.079 5.444 0.006 0.007 -0.007
Si 2.746 0.024 6.823 -0.006 -0.006 0.004
Si 5.434 2.727 6.788 -0.002 0 -0.007
Si 2.732 5.43 6.802 0.005 -0.005 0.002
Si 5.43 8.154 6.797 -0.002 0.007 0.002
Si 2.724 10.878 6.783 0.004 -0.003 0.001
Si 5.446 -2.737 6.771 -0.002 -0.004 -0.007
Si 8.158 -0.022 6.783 0.006 0.001 0.002
Si 10.872 2.709 6.826 0.006 0.007 0.006
Si 8.14 5.454 6.8 0 0.001 -0.007
Si 10.848 -8.147 6.802 -0.002 -0.004 -0.002
Si 8.167 -5.435 6.797 0.004 -0.006 -0.001
Si -5.433 -2.717 6.804 0 -0.006 0.002
Si -2.714 -0.013 6.815 0.009 0.01 0.001
Si 0.013 2.716 6.811 0 0.002 0
Si -2.71 5.455 6.836 0.005 -0.003 0.008
Si 0.014 8.17 6.798 -0.006 -0.002 -0.007
Si -2.736 -5.421 6.811 -0.008 -0.003 0.001
Si 0.001 -2.72 6.808 0.006 0.003 0
Si 1.365 1.362 8.18 0.003 0.007 -0.003
Si 4.082 4.073 8.168 -0.005 0.002 -0.004
Si 1.371 6.798 8.157 0.002 0.007 -0.004
Si 4.075 9.517 8.155 -0.006 -0.013 -0.002
Si 1.371 -4.081 8.153 -0.001 -0.002 -0.006
Si 4.102 -1.366 8.148 0.003 0.015 -0.003
Si 6.804 1.358 8.137 -0.007 0.007 -0.003
Si 9.503 4.084 8.158 -0.007 -0.004 -0.002
Si 6.792 6.809 8.168 -0.003 0.001 -0.006
Si 9.511 -6.786 8.175 0.005 0.007 0.001
Si 6.803 -4.079 8.154 0.004 -0.009 -0.002
Si -6.802 -1.364 8.159 0.01 -0.015 -0.004
Si -4.073 1.355 8.174 0.006 -0.003 -0.007
Si -1.346 4.079 8.174 0.009 0.011 -0.006
Si -4.101 6.811 8.162 -0.004 -0.01 -0.001
Si -1.365 -6.798 8.149 0 -0.012 -0.009
Si -4.083 -4.064 8.178 0.007 0.013 0.007
Si -1.358 -1.367 8.175 -0.013 -0.004 0
Si 0 -0.002 9.532 0.002 -0.003 -0.002
Si 2.726 2.718 9.532 -0.003 0.005 0.003
Si 0.015 5.436 9.525 -0.002 -0.005 0
Si 2.727 8.155 9.52 0.003 -0.004 0.003
Si 0.002 -5.441 9.506 -0.006 0 -0.005
Si 2.73 -2.715 9.51 -0.007 -0.002 -0.002
Si 5.456 -0.005 9.508 0.003 -0.013 -0.004
Si 8.152 2.716 9.513 0.007 0.009 0.001
Si 5.443 5.436 9.521 0.004 0.001 -0.001
Si 8.151 -8.15 9.53 -0.001 -0.002 0
Si 5.442 -5.44 9.513 -0.01 -0.005 -0.003
Si -8.158 -2.72 9.521 -0.005 0.011 0.002
Si -5.444 -0.003 9.523 -0.001 0.009 -0.001
Si -2.714 2.719 9.531 0.005 0.008 -0.001
Si -5.451 5.439 9.52 0 0.003 0
Si -2.729 -8.152 9.512 0 0.004 -0.003
Si -5.449 -5.424 9.529 0.011 -0.008 -0.001
Si -2.724 -2.71 9.537 0.004 -0.005 0
Si 1.367 -1.364 10.879 -0.01 0.006 0.007
Si 4.091 1.345 10.872 -0.003 0.003 -0.002
Si 1.369 4.073 10.895 0.009 0.006 0.004
Si 4.09 6.796 10.881 0 -0.006 -0.002
Si 1.362 9.519 10.866 -0.003 -0.009 0.001
Si 4.093 -4.069 10.873 -0.001 -0.002 0.002
Si 6.814 -1.351 10.882 0.008 0.003 0.004
Si 9.514 1.36 10.876 0.004 0 -0.001
Si 6.8 4.074 10.879 -0.013 0.005 0.002
Si 9.514 -9.516 10.881 -0.001 0 0.002
Si 6.797 -6.789 10.895 -0.001 -0.002 0.007
Si -6.804 -4.067 10.898 0.005 -0.007 0.003
Si -4.088 -1.353 10.896 0.01 -0.005 -0.002
Si -1.36 1.356 10.898 -0.008 0.007 -0.001
Si -4.092 4.073 10.882 -0.002 0.004 -0.003
Si -1.369 6.793 10.861 0.006 -0.003 -0.004
Si -4.082 -6.785 10.872 0 0.004 -0.003
Si -1.356 -4.08 10.868 -0.001 0.002 0
Si 2.732 -0.009 12.237 0 -0.003 -0.002
Si 5.452 2.698 12.232 -0.002 0 -0.003
Si 2.747 5.424 12.241 0.002 0.015 0.005
Si 5.444 8.155 12.248 -0.009 -0.008 0.002
Si 2.725 10.888 12.217 -0.004 0.002 0.001
Si 5.456 -2.707 12.24 0.002 0.007 -0.001
Si 8.166 0.009 12.254 0.005 0.009 -0.004
Si 10.867 2.71 12.246 -0.007 -0.005 0
Si 8.16 5.435 12.238 0.006 -0.003 0.004
Si 10.875 -8.14 12.226 0.019 0.002 -0.001
Si 8.151 -5.419 12.261 -0.005 -0.004 0.007
Si -5.451 -2.7 12.264 0.009 0.008 0.011
Si -2.734 0.006 12.259 0 0.005 0.011
Si 0.013 2.704 12.257 0.008 0.013 0.012
Si -2.728 5.437 12.229 -0.008 -0.001 0.001
Si -0.004 8.15 12.21 -0.008 -0.001 0.008
Si -2.73 -5.418 12.227 0.01 -0.008 0.001
Si -0.004 -2.725 12.23 -0.009 -0.019 0.001
Si 1.381 1.331 13.617 0.004 -0.001 0.004
Si 4.102 4.042 13.597 0.009 -0.005 0.004
Si 1.369 6.792 13.56 -0.002 -0.012 -0.002
Si 4.085 9.538 13.582 -0.007 0.003 0
Si 1.369 -4.076 13.581 -0.005 0.001 -0.004
Si 4.103 -1.348 13.601 -0.003 -0.001 -0.005
Si 6.806 1.362 13.62 0.001 -0.006 -0.001
Si 9.499 4.063 13.605 0.002 0.008 -0.005
Si 6.81 6.791 13.608 -0.002 -0.001 0.007
Si 9.528 -6.779 13.6 0.004 -0.007 -0.002
Si 6.808 -4.04 13.632 0.003 0.01 0.003
Si 9.516 -1.333 13.636 -0.002 -0.001 0.006
Si -4.116 1.347 13.629 -0.003 0.006 0.002
Si -1.374 4.066 13.587 -0.004 0.002 0.003
Si -4.092 6.811 13.574 -0.009 0.005 -0.004
Si -1.368 9.523 13.548 -0.001 -0.01 -0.006
Si -4.077 -4.056 13.609 0.009 -0.008 0.006
Si -1.369 -1.371 13.594 -0.001 0.001 -0.002
Si 0.021 -0.061 14.957 0.008 -0.006 -0.014
Si 2.762 2.678 14.978 0.005 -0.015 -0.008
Si 0.018 5.421 14.912 0.016 0.009 -0.015
Si 2.711 8.171 14.912 -0.003 -0.004 -0.013
Si -0.012 -5.448 14.902 0.001 -0.004 -0.008
Si 2.745 -2.721 14.934 -0.008 -0.006 -0.005
Si 5.453 0.007 14.987 0 0.004 0.003
Si 8.153 2.711 15.005 0.002 0.006 0.002
Si 5.48 5.378 14.955 0.013 -0.01 -0.011
Si 8.174 8.173 14.951 0.002 0.002 -0.007
Si 5.436 10.902 14.956 -0.009 -0.006 -0.013
Si 8.154 -2.66 15.018 -0.004 0.004 -0.003
Si -5.475 0.014 15.046 -0.005 0.017 0.005
Si -2.736 2.704 14.955 -0.009 0.02 -0.009
Si -5.458 5.446 14.921 0.007 0.004 -0.02
Si -2.734 8.188 14.913 -0.005 0.002 -0.007
Si -5.452 -5.394 14.966 -0.003 -0.006 -0.004
Si -2.74 -2.686 14.99 0 0.009 -0.003
O -2.189 2.431 21.653 0.055 -0.501 -0.116
O -5.284 6.274 21.558 -0.136 0.493 -0.043
O -0.121 5.435 -0.369 0.163 -0.117 -0.384
O -2.906 -2.157 21.667 0.287 0.166 0.363
O -3.955 4.16 20.767 0.024 -0.121 0.457
O 2.604 -7.869 -0.262 0.141 0.274 -0.445
O -2.835 8.108 -3.49 0.289 0.27 -0.413
O -6.989 7.159 -1.276 -0.367 0.383 -0.108
O -8.085 2.751 -0.415 0.061 0.073 -0.321
O -1.022 -4.335 -1.494 0.304 0.249 -0.267
O 5.494 -0.054 -0.391 0.096 0.082 -0.213
O 3.989 6.871 20.693 0.139 -0.296 0.428
O 3.704 -3.452 -1.068 0.047 -0.025 -0.203
O 1.415 -1.568 20.812 0.175 -0.048 0.064
O -0.63 5.716 21.321 -0.255 0.528 0.078
O -7.76 8.011 21.598 0.45 0.198 0.192
O 5.673 5.226 21.669 0.324 -0.227 0.172
O 3.644 1.606 -1.212 -0.541 -0.241 0.087
O -7.899 -3.218 21.906 -0.158 -0.121 0.32
O -4.157 -6.818 20.777 -0.275 -0.256 0.492
O -6.717 1.454 20.972 0.149 -0.234 0.384
O -2.734 -2.642 -0.469 0.076 -0.076 -0.437
O -6.228 7.527 23.625 0.055 0.632 0.781
O 0.284 -6.039 21.829 -0.207 -0.061 0.255
O 5.639 2.848 -2.397 0.5 -0.538 0.05
O 7.362 -1.693 -1.307 0.339 0.279 -0.091
O -6.351 1.002 -1.31 -0.211 0.077 -0.325
O -2.104 8.067 21.525 0.578 -0.251 0.013
O 6.825 -7.307 -1.595 0.049 -0.419 0.06
O 0.932 -5.956 -0.952 0.286 0.251 -0.054
O 1.456 5.211 -3.215 -0.441 0.079 -0.354
O -4.746 -0.196 21.574 0.264 0.182 0.434
O 7.054 -6.174 -3.944 0.173 0.05 -0.551
O 1.479 3.548 -1.211 0.043 -0.154 0.012
O 2.292 -7.641 21.431 -0.194 -0.382 0.212
O -0.451 1.745 23.53 0.287 0.174 0.486
O 3.34 6.837 -4.214 -0.165 0.268 -0.589
O 2.624 -6.317 -4.059 0.229 -0.512 0.003
O 3.554 1.669 24.091 0.389 0.187 0.354
O 7.026 -3.76 -2.859 -0.032 -0.188 0.124
O -3.471 3.738 -0.989 0.153 0.112 -0.233
O 1.606 -1.922 -1.43 -0.204 -0.042 -0.34
O 2.584 -5.537 22.986 -0.132 0.188 0.492
O -7.48 -1.96 -3.513 -0.328 0.196 -0.261
O -1.691 1.895 -1.44 0.129 0.124 -0.428
O -5.282 -0.528 -3.223 0.239 -0.496 -0.313
O -6.728 5.546 -3.394 0.521 -0.377 0.071
O 0.02 0.041 -0.56 0.31 -0.135 -0.283
O 3.194 3.234 -3.195 0.242 0.308 -0.468
O 6.729 4.797 -1.138 -0.174 0.402 0.047
O -5.079 5.154 23.86 0.29 -0.377 -0.26
O 1.8 0.374 22.814 -0.127 -0.321 0.139
O -7.219 0.443 -4.618 -0.646 0.115 0.131
O 1.272 7.904 -3.137 -0.049 -0.067 0.138
O -6.483 -4.106 24.042 -0.467 -0.448 -0.068
O -5.389 -2.629 22.182 -0.147 0.186 -0.228
O 6.379 4.308 23.905 -0.004 -0.39 0.833
O 3.752 4.809 23.403 -0.13 -0.452 -0.353
O -1.131 6.798 23.614 0.068 0.11 0.563
O -2.631 3.659 -3.395 0.364 0.188 -0.142
O -0.472 0.014 21.617 -0.69 0.116 0.078
O 7.602 8.134 24.074 0.326 0.536 0.352
O 5.251 5.389 -3.18 -0.256 -0.048 0.301
O 3.261 -3.217 21.948 0.055 0.241 0.338
O -5.381 7.698 -3.351 0.191 0.379 0.465
O 8.038 3.278 22.056 -0.374 -0.014 0.402
O -3.915 -7.415 -1.224 -0.181 -0.01 -0.283
O 4.466 0.2 21.966 0.061 -0.177 0.549
O -8.077 5.806 22.876 0.098 0.027 -0.178
O -1.433 -6.904 -1.59 -0.028 0.158 0.536
O 5.725 7.893 -3.811 -0.331 0.392 0.021
O -3.962 -1.076 23.831 0.111 0.618 -0.014
O 1.116 5.43 23.188 0.298 -0.2 -0.261
O 1.28 4.04 20.644 0.009 -0.079 0.37
O -8.018 7.886 -3.503 -0.095 -0.231 -0.524
O 7.473 4.114 -3.633 0.051 -0.216 0.068
O 2.409 -3.784 -3.273 -0.478 -0.188 0.019
O 3.767 -1.568 -2.892 0.526 -0.133 0.361
O -3.802 5.906 -4.57 -0.151 -0.071 -0.011
O -1.241 4.203 23.389 -0.272 0.137 0.321
O 4.81 -4.62 23.918 0.329 0.384 0.089
O -0.267 0.597 -5.069 -0.053 -0.334 0.236
O -7.104 -3.568 -1.42 0.17 -0.122 -0.182
O 5.368 6.804 23.846 -0.464 0.39 -0.157
O 4.452 0.899 -3.603 0.59 -0.064 -0.249
O 1.3 -7.664 23.812 -0.239 -0.123 0.144
O -1.32 -4.128 20.922 0.022 0.146 0.324
O -1.852 -7.008 23.843 0.464 0.164 -0.328
O 3.072 2.365 21.613 0.109 0.161 0.279
O -4.077 1.652 -2.485 -0.253 -0.138 -0.512
O 6.727 -6.764 20.683 -0.088 0.231 0.618
O 4.823 -4.797 -3.805 -0.132 0.199 0.464
O 6.62 -1.365 21.149 -0.196 0.204 0.506
O 3.157 6.49 -1.651 0.006 -0.176 -0.168
O -6.649 3.197 -4.574 0.434 0.055 0.288
O 0.759 2.492 -3.505 -0.63 0.299 -0.001
O -3.671 7.367 23.457 0.012 -0.147 0.455
O 4.742 -5.263 21.445 -0.131 0.02 0.07
O -2.99 2.394 24.155 -0.3 -0.157 -0.246
O -0.242 -0.796 24.109 -0.131 -0.328 -0.142
O 0.118 -5.975 -3.418 -0.387 0.108 -0.444
O -2.077 6.97 -1.21 -0.083 -0.559 -0.24
O 1.999 0.039 -3.909 -0.197 -0.43 0.427
O -6.03 -5.108 21.653 -0.085 -0.211 0.149
O -5.479 -5.447 -0.495 -0.026 0.002 -0.362
O -5.331 5.437 -0.298 0.033 -0.109 -0.306
O 5.336 -5.438 -0.476 0.02 0.16 -0.322
O -4.253 -0.523 -0.941 0.196 -0.062 -0.063

Results
total energy: -82021.531 eV
total energy less fixed offsets of O -438.25, Si -107.07 eV per atom: 0.149 eV
